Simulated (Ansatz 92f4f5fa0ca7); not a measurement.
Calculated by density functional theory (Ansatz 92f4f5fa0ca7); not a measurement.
Periodic cell of 148 atoms, Si92O56, from a study of silicon, its oxide and their interface. The atomic structure is a simulated model.

Settings: functional r2SCAN; potential files Ansatz norm-conserving; basis plane waves; wave-function cutoff 1300 eV; density cutoff ratio 4; exchange-correlation grid ratio 1; k mesh 2 x 2 x 1, shifted by 0.5 0.5 0.5 of a step; self-consistency stop 5e-08 eV per atom in the density residual; occupations Fermi-Dirac, 0.05 eV; spin none; net charge 0.

Cell vectors (angstrom)
a 10.88 0 0
b 0 10.88 0
c 0 0 21.4509

Atoms and the computed forces on them: element, x, y, z (angstrom), force x, y, z (eV/angstrom)
Si 0.2378 -0.1569 -0.0996 -0.1956 0.1767 -0.357
Si 2.4177 2.9777 0.2909 0.0019 0.1338 -0.7786
Si 0.2059 5.3368 -0.0239 0.2883 -0.1692 -0.8521
Si 2.0295 8.5579 -0.9609 -0.2434 0.6254 0.3279
Si 5.5599 -0.4119 -0.0744 0.1258 -0.1476 -0.8611
Si 7.7029 2.9654 -0.0341 -0.2904 0.0825 -1.0909
Si 5.6035 5.2194 0.2982 -0.0837 -0.1349 -0.9427
Si 7.9605 8.3136 0.0577 -0.1364 0.0804 -0.7933
Si 1.2146 1.3921 1.4262 0.0872 -0.1302 -0.0556
Si 4.0823 4.0181 1.5484 -0.016 -0.0166 -0.1328
Si 1.3748 6.9843 1.1704 -0.1474 0.0105 -0.4416
Si 3.9096 9.3906 1.2261 0.6801 -0.0867 -0.1784
Si 6.6713 1.3244 1.2751 -0.0977 -0.2386 -0.1
Si 9.4492 4.0846 1.1799 -0.0685 -0.0256 -0.077
Si 6.8256 6.7997 1.4549 0.077 0.0587 -0.0687
Si 9.5987 9.4993 1.279 0.0357 0.0781 -0.2531
Si -0.1109 2.7808 2.698 0.0814 0.1877 0.0637
Si 2.7328 -0.0067 2.6566 -0.195 -0.1003 -0.1006
Si 0.0386 8.1792 2.6809 0.0796 0.0499 -0.002
Si 2.7273 5.5606 2.6353 -0.0507 0.1066 0.0896
Si 5.4375 2.6205 2.7954 0.0967 -0.006 0.0862
Si 8.196 0.0278 2.5968 -0.101 -0.0261 -0.0136
Si 5.4098 8.1792 2.7044 -0.1668 0.2968 -0.137
Si 8.231 5.4212 2.6994 0.0194 -0.0486 0.0569
Si 1.378 4.1291 4.0048 -0.1004 0.0158 -0.0944
Si 4.0941 1.2737 4.1233 0.0392 0.0805 -0.0165
Si 1.4189 9.5049 4.0541 0.1154 0.0706 -0.0688
Si 4.1177 6.7914 4.0797 -0.0847 0.0353 -0.0711
Si 6.8599 4.0414 4.0495 -0.027 -0.0484 -0.0193
Si 9.5111 1.353 4.0553 -0.073 0.0111 -0.0385
Si 6.8714 9.5239 4.0185 0.0169 0.0283 -0.1245
Si 9.6022 6.7814 4.0571 0.0273 -0.0657 -0.0362
Si 0.0571 -0.0056 5.3769 -0.0431 0.0202 -0.0188
Si 2.7602 2.7423 5.3935 0.0869 0.0565 -0.0067
Si 0.0991 5.4706 5.4383 -0.0229 0.0166 -0.0337
Si 2.7778 8.1397 5.4367 0.0456 -0.0721 -0.0661
Si 5.5464 -0.0322 5.4407 0.0027 0.0036 0.0073
Si 8.1973 2.7079 5.4372 0.0613 -0.102 0.0214
Si 5.5208 5.4287 5.3966 -0.0428 -0.0381 0.049
Si 8.2104 8.126 5.4001 -0.0231 0.0969 0.0254
Si 1.4222 1.3511 6.7315 -0.0165 -0.0086 -0.0258
Si 4.1843 4.0903 6.777 0.062 -0.0277 0.058
Si 1.4731 6.7849 6.8518 0.0141 0.0174 0.2052
Si 4.2394 9.4116 6.7456 -0.0262 0.0753 0.0321
Si 6.9024 1.3348 6.83 -0.0004 0.1158 0.2009
Si 9.5751 4.114 6.7265 0.1269 -0.0056 -0.0185
Si 6.87 6.7568 6.8119 -0.0245 -0.0191 0.0149
Si 9.6365 9.4528 6.7301 -0.0548 0.0201 0.0928
Si 0.1054 2.812 8.032 0.0331 0.0405 -0.0821
Si 2.8336 -0.1084 7.9733 -0.0251 0.0317 -0.1384
Si 0.0626 8.119 8.2027 0.0654 -0.0609 0.0346
Si 2.9306 5.4779 8.2332 0.0772 0.1616 0.0231
Si 5.5626 2.7722 8.1809 0.1872 0.0279 -0.1171
Si 8.3443 -0.0752 8.123 -0.0429 0.049 -0.2276
Si 5.5548 8.1106 8.2364 -0.0618 -0.0425 0.1454
Si 8.2672 5.4168 8.1767 -0.0955 0.0117 0.0891
Si 1.5279 4.0624 9.4389 -0.0587 0.0797 0.2326
Si 4.2017 1.2164 9.2556 0.0003 0.0467 0.1592
Si 1.5459 9.4794 9.4372 -0.0012 0.035 0.176
Si 4.2443 6.8457 9.8161 -0.1337 0.0089 0.2538
Si 6.963 4.1385 9.6632 -0.1492 -0.0029 0.0418
Si 9.709 1.4107 9.3325 -0.0015 -0.0197 0.2166
Si 7.0755 9.3845 9.5194 0.0711 -0.0755 0.2295
Si 9.6132 6.6986 9.6227 0.1199 0.1313 0.1395
Si 0.5097 0.3414 10.5465 0.1223 0.1437 0.879
Si 2.7693 2.4288 10.5652 0.0281 -0.4217 0.7425
Si 0.4008 5.5656 10.8762 -0.0502 -0.1223 0.7765
Si 2.4561 8.0116 11.1091 -0.2553 0.2019 0.6519
Si 5.7875 0.1006 10.5615 0.1646 0.0855 0.9061
Si 8.0911 2.3522 10.7455 0.0183 -0.4168 0.9308
Si 5.9592 5.7579 11.146 0.1719 0.1109 0.4393
Si 8.2385 7.9367 11.1125 -0.1277 -0.0535 0.4468
Si 1.3483 4.4146 13.3887 -0.2896 -0.1422 0.5026
Si 7.4214 2.3999 18.3947 0.0753 0.0053 -0.4264
Si 12.653 6.0435 15.7819 0.152 0.0631 -0.1718
Si 5.338 0.3161 13.5048 -0.0163 -0.1306 0.4067
Si 13.7684 2.0939 14.1969 -0.1274 -0.4178 0.4031
Si 9.9422 9.8274 13.0488 0.1111 0.2545 0.072
Si 4.8555 6.3845 16.4372 0.2054 0.1372 -0.2844
Si -6.4325 -1.479 15.7408 0.0854 -0.2007 -0.0145
Si 1.8349 -2.1194 14.1484 0.1817 -0.0765 0.477
Si 4.0483 4.1855 12.8643 -0.055 -0.1069 0.3487
Si 10.8899 -1.0121 18.4925 -0.2753 0.4019 -0.6533
Si 13.5025 3.0664 18.8308 0.1443 -0.3494 -0.3739
Si 8.21 -2.6746 18.4116 -0.2672 -0.1164 -0.3608
Si 1.1191 5.5885 18.6954 -0.3951 -0.1963 -0.4594
Si 9.3667 -7.9578 16.2629 0.0522 0.0344 -0.0228
Si 7.534 5.2182 17.0923 -0.0806 -0.0482 -0.373
Si 4.0241 5.6408 19.1257 0.6224 -0.1037 -0.3347
Si 12.0963 1.4062 16.7451 0.0173 0.1486 -0.0813
Si 8.2373 1.4804 13.6533 -0.0082 0.1783 0.4127
Si 5.8553 10.5138 18.282 -0.0647 -0.0112 -0.3437
O -0.3857 -0.0653 -1.6587 0.3594 -0.1432 0.5874
O -5.4348 -0.7761 -6.7619 -0.1686 0.2392 -0.2523
O 1.4172 4.2146 -0.1424 -0.1944 0.0514 0.2569
O 6.6592 4.19 -0.4415 0.1609 -0.2264 0.7701
O 1.2938 -6.906 -2.8419 0.1832 0.3557 0.0903
O -0.0525 5.8451 -1.6494 0.3101 -0.2416 0.8945
O 1.7559 10.0687 -0.2768 -0.7607 -0.6081 -0.3444
O 1.1537 8.8085 -2.4305 0.6453 -0.4767 0.972
O 6.8596 -1.3962 -0.2061 -0.0475 0.0021 0.2913
O 2.8533 2.3632 -1.1788 -0.1335 0.2619 0.3591
O 1.0988 -6.0565 -6.5047 0.1756 0.0319 -0.3914
O 7.9376 2.2727 -1.5243 -0.0111 0.2527 0.7274
O 4.7565 5.9029 -0.9281 0.0548 -0.1467 0.2519
O 7.0021 -1.5604 -3.2822 0.089 -0.0327 0.1855
O 8.3428 7.8017 -1.4687 -0.0414 0.1908 0.7104
O 6.3736 12.0639 -3.4265 0.1297 0.0029 0.2368
O -0.3079 -0.272 11.7999 0.0131 -0.1079 0.0343
O 6.6076 1.3228 13.7375 -0.0315 -0.1171 -0.193
O 3.817 3.102 11.6652 -0.1754 0.028 -0.2433
O 1.6967 1.312 11.2119 -0.0992 0.2258 -0.9871
O 0.1428 4.8178 12.377 0.2431 0.341 -0.7823
O 1.2326 6.9267 11.2826 0.2652 -0.137 -0.3586
O 2.5463 8.653 12.6717 0.0104 -0.3477 -0.825
O 11.2103 -1.4593 14.0234 -0.1526 0.0244 -0.4264
O 5.3986 -0.4463 12.0766 0.1215 0.1804 -0.6861
O 2.7297 5.1602 12.879 0.0959 -0.25 -0.0586
O 6.8062 1.3442 10.8683 0.1672 -0.0031 -0.3124
O 8.6511 2.314 12.3134 -0.233 0.0252 -0.7167
O 5.3898 5.0335 12.5473 -0.1306 0.1302 -0.4231
O 7.0765 6.8821 11.6962 -0.1389 -0.1785 -0.6533
O 2.5123 6.22 19.2691 -0.0867 0.0919 0.0516
O 9.0585 8.5793 12.4258 -0.2132 -0.0831 -0.4452
O 6.2235 5.5322 16.1016 -0.0016 0.0134 0.3304
O -1.2849 -1.8963 17.9599 0.2968 0.1354 0.3636
O 3.8419 11.8402 13.5375 0.068 0.1627 -0.0256
O 13.7817 -1.4083 15.1945 -0.1252 -0.1039 -0.2798
O 14.8518 3.359 14.3054 -0.0806 0.1146 -0.5655
O 15.8279 -3.0252 15.7835 -0.1642 -0.0065 0.1716
O 7.9613 -4.1519 17.6566 0.0508 0.1656 0.2495
O 8.8039 2.4098 14.8461 -0.1023 -0.2228 -0.1328
O 11.4377 -0.0037 17.2843 -0.108 -0.2406 0.3863
O 8.9264 10.8756 13.7864 0.1447 -0.0527 -0.3504
O 8.6945 12.952 17.457 -0.1367 0.209 0.0805
O 13.0194 12.1897 15.4052 0.1085 0.2531 -0.1273
O 2.3769 1.8508 17.8055 -0.1407 0.292 0.153
O 17.8804 -6.8986 18.0782 0.1463 -0.1087 0.0469
O 3.3869 -5.108 16.0138 -0.2015 0.0405 0.0969
O -6.1949 -0.7509 17.1867 0.2031 -0.0529 0.0758
O 1.632 13.6793 13.3961 0.0821 0.2746 -0.0277
O 10.9483 2.5362 16.4198 0.0223 -0.1782 0.059
O 11.8187 -4.7043 17.1811 0.2211 -0.2027 0.4138
O 5.1615 -0.2768 19.7544 0.1062 0.0142 0.9337
O 8.8696 -6.3708 16.391 -0.1855 -0.125 0.2427
O 1.5512 -3.5449 14.8543 0.0831 -0.0237 -0.0588
O 4.8509 6.5253 18.054 -0.3091 -0.2668 0.2159
O 3.9115 4.075 18.6233 -0.3461 0.2775 0.2873

Results
free energy: -36831.508 eV
free energy less fixed offsets of O -463.61, Si -117.95 eV per atom: -17.948 eV
pressure: -2.49 GPa
stress xx, yy, zz, yz, xz, xy (GPa, positive in tension): 2.66, 2.31, 2.5, -0.35, 1.91, 0.43

The program warned: the forces do not sum to zero within the program's tolerance.
